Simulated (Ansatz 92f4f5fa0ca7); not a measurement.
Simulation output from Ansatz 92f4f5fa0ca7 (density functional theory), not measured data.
Periodic cell of 221 atoms, Si132O88H1, from a study of silicon, its oxide and their interface. The atomic structure is a simulated model.
Doubt: the cutoff is far below the 930 eV that the study's wrapper takes by default for these files, so forces and energies are approximate.
This geometry differs little from another in the collection (a relaxation step or a small displacement).

Settings
functional: PBE
potential files: Ansatz PAW
basis: plane waves
wave-function cutoff: 580 eV
density cutoff ratio: 5
exchange-correlation grid ratio: 1
k mesh: 1 x 1 x 1, Gamma-centred
self-consistency stop: 5e-08 eV per atom in the density residual
occupations: fixed
spin: none
net charge: +1 e, with a uniform compensating background and no finite-size correction

Cell vectors (angstrom)
a	10.938	0	0
b	0	10.938	0
c	0	0	32.2322

Atoms: element, x, y, z (angstrom)
Si	-0.2327	0.2349	24.6854
Si	5.7139	-0.3431	24.7461
Si	2.5099	2.8139	24.757
Si	8.4611	2.4729	24.6911
Si	0.1928	4.9672	24.635
Si	5.2298	5.8017	25.0327
Si	2.9638	7.9132	24.7842
Si	7.9613	8.3868	24.7773
Si	1.317	1.3283	26.1032
Si	6.8476	1.3159	26.0086
Si	4.0692	4.0463	26.0747
Si	9.5615	4.0157	26.0964
Si	1.2887	6.7272	25.9416
Si	6.8324	6.9288	26.254
Si	4.0948	9.5213	26.0953
Si	9.564	9.5785	26.0286
Si	2.7351	-0.0128	27.4351
Si	8.2145	-0.0041	27.4401
Si	0.0038	2.7146	27.4907
Si	5.4908	2.7094	27.4109
Si	2.6985	5.4482	27.423
Si	8.221	5.4546	27.4511
Si	0.0063	8.1774	27.3756
Si	5.445	8.2553	27.5461
Si	4.1018	1.3673	28.8139
Si	9.5708	1.3673	28.8139
Si	1.3673	4.1018	28.8139
Si	6.8362	4.1018	28.8139
Si	4.1018	6.8362	28.8139
Si	9.5708	6.8362	28.8139
Si	1.3673	9.5708	28.8139
Si	6.8362	9.5708	28.8139
Si	0	0	30.1812
Si	5.469	0	30.1812
Si	2.7345	2.7345	30.1812
Si	8.2035	2.7345	30.1812
Si	0	5.469	30.1812
Si	5.469	5.469	30.1812
Si	2.7345	8.2035	30.1812
Si	8.2035	8.2035	30.1812
Si	1.3673	1.3673	31.5484
Si	6.8362	1.3673	31.5484
Si	4.1018	4.1018	31.5484
Si	9.5708	4.1018	31.5484
Si	1.3673	6.8362	31.5484
Si	6.8362	6.8362	31.5484
Si	4.1018	9.5708	31.5484
Si	9.5708	9.5708	31.5484
Si	2.7345	0	0.6835
Si	8.2035	0	0.6835
Si	0	2.7345	0.6835
Si	5.469	2.7345	0.6835
Si	2.7345	5.469	0.6835
Si	8.2035	5.469	0.6835
Si	0	8.2035	0.6835
Si	5.469	8.2035	0.6835
Si	4.1018	1.3673	2.0507
Si	9.5708	1.3673	2.0507
Si	1.3673	4.1018	2.0507
Si	6.8362	4.1018	2.0507
Si	4.1018	6.8362	2.0507
Si	9.5708	6.8362	2.0507
Si	1.3673	9.5708	2.0507
Si	6.8362	9.5708	2.0507
Si	0	0	3.418
Si	5.469	0	3.418
Si	2.7345	2.7345	3.418
Si	8.2035	2.7345	3.418
Si	0	5.469	3.418
Si	5.469	5.469	3.418
Si	2.7345	8.2035	3.418
Si	8.2035	8.2035	3.418
Si	1.358	1.3714	4.8271
Si	6.8306	1.3688	4.8578
Si	4.1937	3.9997	4.6861
Si	9.5283	4.1144	4.8039
Si	1.3281	6.909	4.7442
Si	6.869	6.8295	4.7389
Si	4.066	9.6205	4.8386
Si	9.5702	9.586	4.7944
Si	2.7208	0.0505	6.3377
Si	8.2322	0.0118	6.2241
Si	-0.0692	2.7397	6.167
Si	5.4404	2.7177	6.2805
Si	2.8553	5.5027	5.7852
Si	8.2073	5.5206	6.2014
Si	0.0199	8.2771	6.2192
Si	5.5334	8.2324	6.0534
Si	3.6542	1.8354	7.672
Si	9.8331	1.0962	7.6027
Si	1.536	4.1742	7.0838
Si	6.5963	4.3631	7.4987
Si	4.4069	6.5408	7.1708
Si	9.291	7.2142	7.4895
Si	1.1627	9.7953	7.6789
Si	7.0075	9.3681	7.4784
O	1.4504	3.9686	24.2474
O	6.8326	9.4815	24.2289
O	2.5304	3.0203	7.6816
O	8.1254	8.2676	7.9885
O	5.4408	5.4799	7.9446
O	0.0245	-0.0061	8.1579
O	4.1265	6.8197	24.3125
O	9.5956	1.3691	24.1593
O	1.8201	9.1219	9.0834
O	1.0932	5.2812	8.2509
O	9.064	1.7012	8.9739
O	6.2631	9.9149	8.8742
O	3.7298	1.6985	9.3656
O	3.4691	7.263	8.2798
O	7.2132	3.6892	8.9072
O	9.933	6.7796	8.9688
O	2.9782	1.9721	23.389
O	5.042	0.2595	23.3551
O	7.8949	3.2538	23.3144
O	10.3361	5.0463	23.1811
O	8.6679	7.6138	23.4909
O	2.3969	8.6378	23.4156
O	6.3166	5.2791	23.9179
O	0.5031	10.5647	23.3216
Si	2.9681	8.0472	9.574
Si	9.9513	0.2276	13.1012
Si	14.735	5.6502	13.3525
Si	4.4494	1.6511	22.7587
Si	8.5745	2.338	20.2544
Si	10.1873	4.9395	21.5604
Si	1.2084	9.3134	22.5417
Si	13.1017	4.5758	20.2085
Si	1.9603	5.3869	11.019
Si	-2.0226	10.1287	20.1491
Si	4.4582	6.6281	16.0156
Si	7.4367	9.3992	12.725
Si	5.6599	9.5851	10.338
Si	5.4043	2.9729	12.6772
Si	3.1022	12.5363	15.9924
Si	2.6644	9.3723	19.789
Si	5.3025	3.8275	15.4999
Si	3.3029	2.6449	10.6284
Si	4.9442	10.9993	12.7239
Si	6.4907	4.0105	22.9468
Si	13.1136	0.7257	13.0213
Si	8.685	3.2232	9.4385
Si	9.6054	14.0123	17.4373
Si	12.2409	2.4551	18.3824
Si	8.2266	4.5313	15.1996
Si	4.6678	-0.0878	18.016
Si	5.0065	4.8182	20.4375
Si	7.2667	7.5984	15.2707
Si	14.5532	6.7024	18.8966
Si	9.4257	7.79	22.0544
Si	18.2843	9.7084	17.4394
Si	10.7474	5.4097	9.2425
Si	5.5205	13.0153	19.9525
Si	0.3948	-0.5737	18.4352
Si	9.5572	11.2158	16.1714
Si	8.6054	3.1017	12.5736
O	6.9817	13.9428	12.6314
O	6.994	-8.723	20.6467
O	11.7136	0.9733	18.7901
O	4.7969	4.1973	13.8131
O	2.105	2.4086	16.9687
O	9.7873	10.7702	14.6502
O	5.5143	1.1815	18.5917
O	3.3816	10.5102	12.9511
O	2.5201	4.0344	10.2767
O	0.3359	5.3478	10.8031
O	5.1003	3.5528	19.4079
O	9.4021	3.5721	20.9883
O	15.7025	6.4365	12.3342
O	1.6945	9.4124	18.4663
O	0.0717	8.1793	22.2309
O	13.3801	5.5636	18.9107
O	16.6616	-1.1547	17.3827
O	10.618	10.2956	16.9846
O	4.4985	1.5592	21.1229
O	2.4488	5.201	12.6009
O	6.2557	4.7162	21.4721
O	8.6439	9.0568	21.3408
O	8.0148	10.9516	16.6171
O	3.189	7.8561	19.9441
O	15.9856	6.1372	19.4689
O	4.9472	12.5197	13.3375
O	8.854	10.1685	12.3549
O	8.9717	4.1473	13.7871
O	6.2042	10.2516	13.4559
O	7.7326	8.2417	13.8402
O	7.7993	8.3456	16.6202
O	4.2517	8.7733	10.2842
O	4.6995	3.2621	11.2829
O	5.3186	10.9959	11.1318
O	4.4327	13.4898	15.8444
O	3.9195	10.3013	19.3442
O	6.8831	3.5606	15.3592
O	13.0805	3.0398	19.6356
O	0.6395	11.0956	12.7664
O	-1.5408	6.3592	21.2036
O	5.6267	7.5392	15.3508
O	5.0239	5.1295	16.3941
O	3.7925	7.2458	17.3476
O	0.073	3.4936	18.1244
O	11.7012	4.9391	20.9266
O	7.8056	6.0806	15.175
O	5.3346	2.9217	23.2498
O	12.866	9.8539	21.156
O	9.0597	11.7228	20.5549
O	2.4861	1.8152	11.8119
O	2.3299	1.3434	14.5604
O	9.1017	4.3318	16.5412
O	3.6452	0.2699	16.771
O	9.427	12.6798	12.8457
O	10.3624	-1.2111	19.55
O	7.7893	9.8141	18.9973
O	14.4447	15.6858	21.1621
O	6.7699	-2.1192	11.3282
O	14.3502	6.328	14.7733
O	2.4237	6.8929	10.6035
O	9.8132	4.1721	8.7752
O	8.8708	3.5151	11.0386
O	9.847	1.8615	16.3675
O	8.592	2.6313	18.6287
H	16.5727	6.812	12.5681

Results
free energy: -133980.432 eV
free energy less fixed offsets of H -15.97, O -568.88, Si -635.61 eV per atom: -2.502 eV

Forces (eV/angstrom), in the order of the atoms: element, x, y, z
Si	-0.0054	0.0058	-0.0153
Si	0.0064	-0.008	-0.0083
Si	-0.0034	0.0065	-0.0146
Si	0.003	-0.0114	-0.0166
Si	0.0022	-0.003	-0.0141
Si	-0.0126	0.007	-0.0061
Si	0.0096	-0.0118	-0.0046
Si	-0.0039	0.0075	-0.0169
Si	0.0004	-0.0034	0.0029
Si	0.0035	0.0034	-0.0041
Si	0.0005	0.0035	-0.0053
Si	0.006	0.0009	0.0031
Si	0.0024	0.0026	-0.0034
Si	-0.0016	0.0053	-0.0024
Si	-0.0029	-0.0014	0.0023
Si	0.0009	-0.0007	-0.0014
Si	0.0008	-0.0022	-0.0077
Si	-0.0018	0.0018	0.0026
Si	-0.0039	0.0011	0.0023
Si	-0.0015	-0.0012	-0.0044
Si	0.0046	0.0005	0.001
Si	0.0003	0	-0.0013
Si	-0.0008	-0.002	-0.0065
Si	-0.0027	-0.0006	-0.0042
Si	0.0871	-0.0309	-0.1873
Si	-0.1061	-0.1275	0.2365
Si	-0.02	0.0439	0.2144
Si	0.0243	-0.1522	-0.136
Si	-0.3446	-0.1872	0.0858
Si	0.1945	0.0205	-0.1728
Si	-0.0208	-0.265	-0.2897
Si	0.1791	0.4648	0.4752
Si	-0.1126	-0.0025	-0.0207
Si	0.1297	0.0113	0.044
Si	-0.0374	0.0896	-0.0398
Si	0.0016	-0.0494	0.0204
Si	0.0545	-0.0284	0.0018
Si	-0.093	-0.023	-0.0462
Si	-0.0185	-0.1031	0.0049
Si	-0.049	0.0513	-0.0363
Si	0.0804	-0.0291	-0.0202
Si	-0.0798	0.0538	-0.0019
Si	0.0405	-0.0563	-0.0046
Si	-0.0114	0.0679	-0.0367
Si	-0.0218	0.0356	-0.0193
Si	0.0283	-0.0247	-0.0159
Si	-0.0386	0.0035	-0.0355
Si	0.0466	-0.0575	-0.0011
Si	0.0162	-0.0277	0.0087
Si	-0.0359	0.03	0.0049
Si	-0.0506	0.0358	0.0051
Si	0.0289	0.0363	0.0415
Si	-0.0308	0.0321	0.0042
Si	0.0224	-0.0785	0.0153
Si	0.0258	-0.0435	0.033
Si	-0.0105	0.0188	0.0164
Si	-0.1064	-0.0089	-0.0499
Si	0.0615	-0.0211	0.0701
Si	0.0615	0.0001	0.0704
Si	-0.0071	0.0908	-0.0814
Si	0.0172	-0.0539	0.0873
Si	-0.0186	0.0488	-0.0492
Si	0.077	0.0473	-0.0461
Si	0.0413	-0.0461	0.0614
Si	0.1042	0.0455	0.0863
Si	-0.0776	0.1293	0.4062
Si	-0.1043	-0.5266	-0.253
Si	-0.3498	0.0766	0.2263
Si	-0.2305	0.0165	0.1172
Si	0.4364	-0.1567	-0.4518
Si	-0.0966	0.5959	-0.0559
Si	0.2997	0.0427	-0.2183
Si	-0.0024	-0.0038	-0.0061
Si	0.0003	0.0002	0.0013
Si	0.0047	0.0045	-0.0009
Si	-0.0006	0.0021	0.0011
Si	0.0015	-0.0037	0.0046
Si	-0.0024	-0.0042	0.0045
Si	0.0051	0.0012	-0.0003
Si	0.0055	0.0003	-0.0051
Si	0.0016	0.0039	-0.0036
Si	-0.0071	-0.0012	-0.0024
Si	0.0003	0.0009	0.0065
Si	0.0025	0.0023	-0.005
Si	-0.0012	-0.0014	0.0014
Si	-0.0039	-0.0017	0.0017
Si	0.0027	0.0047	-0.0039
Si	0.0035	0.0005	-0.0038
Si	-0.0016	-0.0023	0.0199
Si	0.0099	-0.0031	0.017
Si	0.0008	-0.0066	0.0016
Si	-0.0092	0.0073	0.0058
Si	0.0249	-0.028	0
Si	-0.0065	-0.005	0.0112
Si	-0.0104	0.0109	0.0215
Si	0.0021	-0.0079	0.0155
O	0.0009	-0.0014	0.008
O	0.0056	-0.006	0.0082
O	-0.0018	0.0061	-0.004
O	-0.0047	0.0085	-0.0081
O	-0.0039	0.0048	-0.0143
O	0.0027	-0.0074	-0.0083
O	0.0014	0.001	0.0114
O	-0.0014	0.0027	0.0111
O	-0.0118	0.0132	-0.0193
O	-0.0001	-0.0006	0.0011
O	0	0	-0.0096
O	0.0064	-0.0004	-0.0165
O	0.0004	0.0046	-0.0064
O	0.0007	-0.0012	-0.0255
O	0.0045	-0.0018	-0.0011
O	0.0009	-0.0002	-0.0076
O	0	0.0006	0.0058
O	0.0008	0.0017	0.0051
O	0.0023	-0.0028	0.0105
O	0.0042	0.0003	0.014
O	-0.0075	0.0024	0.0144
O	-0.0011	0.0007	0.0018
O	-0.0036	0.0054	0.0085
O	-0.0031	0.0032	0.009
Si	-0.007	0.016	0.0197
Si	-0.0019	-0.0116	0.0084
Si	-0.0512	-0.0107	0.0029
Si	-0.0001	0.0005	-0.0015
Si	0.0047	-0.0001	0.0029
Si	0.0025	0.002	-0.0126
Si	-0.0018	-0.0016	0.0069
Si	-0.0017	0.0032	0.0078
Si	-0.0147	0.0091	-0.0177
Si	0.0002	-0.0014	0.0039
Si	0.0075	0.0382	0.0358
Si	0.0082	0.0021	-0.0015
Si	0.0003	0.0023	0.0033
Si	-0.016	-0.0269	-0.0327
Si	-0.0322	-0.0218	0.0199
Si	-0.0042	0.0011	-0.0041
Si	0.0082	0.0099	0.0168
Si	-0.0316	-0.0209	-0.019
Si	0.002	-0.0277	-0.0081
Si	-0.0014	-0.0078	-0.011
Si	-0.013	-0.0153	-0.0024
Si	0.0001	0.0049	-0.0081
Si	-0.0049	-0.0089	0.0114
Si	0.0035	-0.0045	0.0091
Si	0.0364	0.0142	0.0016
Si	0.0086	0.001	0.011
Si	-0.0068	-0.0018	-0.0012
Si	0.0142	0.0215	-0.002
Si	-0.0034	-0.0041	0.0209
Si	-0.0027	0.0032	-0.0092
Si	0.0027	0.0099	0.0096
Si	-0.0034	-0.0033	0.0061
Si	0.001	0.0027	-0.0042
Si	0.0004	-0.0051	-0.0037
Si	0	-0.0101	-0.0024
Si	0.0518	0.0048	-0.0052
O	-0.0278	-0.005	0.0096
O	-0.0014	0.0009	0.0022
O	0.002	0.0043	0.002
O	-0.0184	0.0088	0.0219
O	0.0203	-0.0031	-0.0157
O	0.0009	-0.0004	-0.0051
O	-0.0038	-0.0041	-0.0031
O	0.0041	0.0056	0.0003
O	0.0076	0.0075	0.0094
O	0.0045	-0.0021	0.0002
O	0.0019	-0.0018	0.0031
O	-0.0032	-0.0026	0.0032
O	0.3703	0.1104	0.058
O	0.001	0.0018	0.0033
O	0.0056	-0.0001	0.0012
O	0.0032	0.0054	-0.0054
O	0.0003	-0.004	-0.0009
O	-0.003	0.0018	-0.0022
O	-0.0023	-0.0001	0.0043
O	0.0336	-0.0185	0.0345
O	0.0044	-0.0022	0.003
O	0.0025	0.002	-0.0002
O	-0.0005	0.0024	0.0004
O	0.0008	-0.0038	-0.0017
O	-0.0022	0.0029	-0.0048
O	-0.0018	0.0512	0.013
O	-0.0043	0.0006	-0.0022
O	-0.0092	0.0007	0.0027
O	-0.004	0.0059	-0.0007
O	-0.0037	-0.0037	0.0036
O	-0.0031	-0.0107	-0.0069
O	0.0044	-0.0004	0.0061
O	0.0307	0.011	0.0259
O	-0.004	0.0083	0.0028
O	0.0072	0.0192	-0.014
O	0.0036	0.0021	-0.0006
O	-0.0295	-0.0058	-0.0114
O	-0.0031	-0.0048	-0.0065
O	0.0088	0.0044	-0.0009
O	-0.0001	-0.0003	0.0064
O	-0.0114	-0.009	-0.0011
O	-0.0012	-0.024	-0.0247
O	0.0071	-0.008	-0.0256
O	-0.0041	0.0069	0.001
O	0.0048	0.0005	-0.0005
O	-0.0031	-0.0112	0.0055
O	0.0022	0.0029	0.0026
O	0.0021	0.0007	-0.0012
O	0.0004	-0.0009	0.0002
O	0.0077	0.0077	0.0002
O	0.0095	0.0088	0.0004
O	-0.0122	0.0064	-0.0111
O	-0.0049	0.0129	-0.0137
O	-0.0007	0.0021	-0.0029
O	0.0026	0.0032	0.0001
O	-0.0055	-0.0034	-0.0111
O	0.0014	0.0002	-0.0037
O	-0.0011	-0.0043	0.0031
O	0.0033	-0.0317	-0.0299
O	-0.0024	-0.0199	0.016
O	0.0006	0.0006	-0.0011
O	-0.0039	0.0018	0.0041
O	0.0013	0.0064	-0.0025
O	0.0045	0.0051	-0.0099
H	-0.3389	-0.0869	-0.073

The program warned: the cutoff lies below the one the program advises for these potential files; the forces do not sum to zero within the program's tolerance; the exchange-correlation potential is rough where the density is thin.
